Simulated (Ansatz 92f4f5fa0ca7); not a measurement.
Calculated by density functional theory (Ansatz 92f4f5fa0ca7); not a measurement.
Periodic cell of 273 atoms, Si166O101H6, from a study of silicon, its oxide and their interface. The atomic structure is a simulated model.
This geometry differs little from another in the collection (a relaxation step or a small displacement).

Settings: functional PBE; potential files Ansatz PAW; basis plane waves; wave-function cutoff 700 eV; density cutoff ratio 5; exchange-correlation grid ratio 1; k mesh 2 x 2 x 1, shifted by 0.5 0.5 0.5 of a step; self-consistency stop 5e-08 eV per atom in the density residual; occupations fixed; spin none; net charge 0.

Cell vectors (angstrom)
a  11.6015  0  0
b  0  13.3963  0
c  0  0  30.9504

Atoms and the computed forces on them: element, x, y, z (angstrom), force x, y, z (eV/angstrom)
Si  11.7828  -0.078  24.4628  -0.0046  0.0153  -0.069
Si  3.9365  -0.0608  24.2623  -0.0073  -0.0137  0.02
Si  7.7779  -0.0233  24.5122  0.027  0.0136  -0.0639
Si  1.8135  3.3758  24.2537  -0.0715  -0.0038  -0.0416
Si  5.8878  3.2682  24.2383  0.0235  -0.0457  -0.0341
Si  9.8237  3.2068  24.4022  0.0856  0.0105  -0.0273
Si  11.6411  6.7179  24.0031  0.0029  -0.027  -0.0758
Si  3.9569  6.6346  24.2647  0.0245  -0.0082  -0.0353
Si  7.7953  6.6312  24.2083  -0.0213  0.0152  -0.0309
Si  2.1647  9.8757  24.0645  0.0412  -0.015  -0.0382
Si  5.8824  10.0219  24.1436  -0.0424  0.0078  -0.03
Si  9.8482  10.0633  24.1111  0.0125  -0.041  -0.043
Si  11.703  2.1448  25.2997  0.0018  -0.0244  -0.0598
Si  3.8512  2.2205  24.8793  -0.0234  0.026  0.0514
Si  7.8024  2.225  25.1512  -0.0069  0.0034  -0.0139
Si  1.9496  5.612  24.9625  -0.0298  0.0038  -0.0099
Si  5.8747  5.5072  25.0101  0.0004  0.0154  -0.0154
Si  9.762  5.5342  24.9185  0.0279  -0.0143  0
Si  11.7396  8.9043  24.8964  0.0038  0.0125  -0.004
Si  4.022  8.8541  25.0448  0.0061  -0.0002  -0.0172
Si  7.8645  8.9165  24.8665  0.0048  -0.0017  0.014
Si  2.084  12.102  25.0384  0.0579  -0.0111  0.0087
Si  5.8394  12.2108  25.1019  -0.0677  -0.0355  -0.0181
Si  9.7651  12.2342  25.0532  0.0102  0.0275  0.0166
Si  11.6581  2.1945  27.5903  0.0128  0.0135  0.027
Si  3.8761  2.229  27.3029  -0.0115  0.0056  -0.0018
Si  7.7739  2.2354  27.4811  0.0116  0.0148  0.0086
Si  1.9486  5.5869  27.3551  -0.0104  0.0069  -0.0047
Si  5.8347  5.5423  27.3789  0.0034  -0.0078  0.0152
Si  9.7211  5.5716  27.3265  0.016  0.019  -0.0095
Si  11.6728  8.9045  27.314  -0.0015  0.0113  -0.0067
Si  3.9364  8.896  27.4059  -0.0007  0.0091  -0.0045
Si  7.7949  8.9206  27.2971  -0.0053  0.011  -0.011
Si  2.0059  12.1922  27.4057  0.0069  0.0136  0.0004
Si  5.8298  12.2435  27.4453  0.0005  0.0208  0.003
Si  9.7216  12.235  27.4167  -0.0004  -0.0013  -0.0001
Si  2.0085  1.0548  28.1979  0.0284  0.0002  -0.0065
Si  5.8055  1.1147  28.1738  -0.014  -0.0117  0.0013
Si  9.6895  1.0722  28.2218  -0.0229  0.0097  -0.0336
Si  11.6309  4.4749  28.1975  0.0022  -0.0109  -0.0015
Si  3.876  4.4466  28.16  0.0136  0.0002  -0.0037
Si  7.7828  4.4778  28.1919  -0.0136  -0.0041  -0.0081
Si  1.9778  7.8039  28.1795  -0.0071  -0.0038  -0.0207
Si  5.8706  7.7828  28.1653  0.0074  0.0053  -0.0014
Si  9.7236  7.8071  28.1408  -0.0017  -0.0037  0.0006
Si  11.6515  11.1185  28.184  0.004  0.0029  -0.005
Si  3.9188  11.1137  28.2235  -0.0016  -0.0011  -0.0274
Si  7.7741  11.129  28.1856  0.0023  -0.0015  -0.0067
Si  1.9336  1.1164  30.5554  0.2658  -0.1656  0.0992
Si  5.8008  1.1164  30.5554  -0.1031  -0.0021  -0.1867
Si  9.6679  1.1164  30.5554  -0.0047  -0.1338  0.2137
Si  0  4.4654  30.5554  0.0487  0.1518  0.099
Si  3.8672  4.4654  30.5554  0.0037  -0.0197  -0.1365
Si  7.7343  4.4654  30.5554  0.1142  0.1203  0.0378
Si  1.9336  7.8145  30.5554  0.0088  -0.0122  -0.1625
Si  5.8008  7.8145  30.5554  0.1861  0.0064  -0.1433
Si  9.6679  7.8145  30.5554  0.0432  0.0019  -0.2771
Si  0  11.1635  30.5554  0.0754  -0.1613  0.0068
Si  3.8672  11.1635  30.5554  0.0505  -0.1064  0.2696
Si  7.7343  11.1635  30.5554  0.0773  -0.1445  0.0121
Si  0  0  0.3944  -0.1879  0.2149  0.0178
Si  3.8672  0  0.3944  0.0266  0.1695  -0.1872
Si  7.7343  0  0.3944  -0.061  0.174  0.112
Si  1.9336  3.3491  0.3944  -0.17  0.051  0.2473
Si  5.8008  3.3491  0.3944  -0.0161  -0.0769  -0.0047
Si  9.6679  3.3491  0.3944  -0.1093  -0.0802  0.1215
Si  0  6.6981  0.3944  0.1589  -0.0009  0.0551
Si  3.8672  6.6981  0.3944  -0.2356  0.0279  -0.0248
Si  7.7343  6.6981  0.3944  0.0174  0.0462  -0.1625
Si  1.9336  10.0472  0.3944  -0.0202  0.0097  -0.0498
Si  5.8008  10.0472  0.3944  -0.0839  -0.0021  -0.11
Si  9.6679  10.0472  0.3944  -0.0546  0.1343  0.0744
Si  11.5398  0.0711  2.7698  -0.0432  -0.02  0.0036
Si  3.8561  0.0576  2.7265  0.0023  -0.0054  0.021
Si  7.6697  0.0578  2.781  0.0076  0.0074  -0.0017
Si  1.8592  3.3771  2.8057  -0.0091  0.0057  0.0061
Si  5.7567  3.387  2.7674  -0.0002  -0.0117  0.004
Si  9.6067  3.3644  2.782  0.0157  0.0018  0.0032
Si  11.6279  6.7365  2.7664  -0.0013  0.018  0.0049
Si  3.8094  6.7268  2.7679  -0.0285  0.0076  0.0085
Si  7.7484  6.7456  2.7369  -0.0004  -0.0096  0.0267
Si  1.9031  10.0903  2.749  -0.0163  -0.0037  0.0133
Si  5.7662  10.0551  2.7425  0.0006  0.0119  0.0068
Si  9.6354  10.1061  2.7699  0.0111  -0.0019  0.0072
Si  11.5092  2.2805  3.6708  -0.0182  0.0051  0.0065
Si  3.8109  2.2779  3.5613  0.0234  -0.0033  0
Si  7.6575  2.289  3.6606  0.005  -0.0219  0.0178
Si  1.9101  5.5873  3.6837  -0.0151  -0.0166  0.0208
Si  5.7836  5.6494  3.442  -0.0101  -0.0051  -0.0137
Si  9.6885  5.6174  3.4905  0.0043  -0.0114  0.0052
Si  11.5694  8.9823  3.5474  0.0027  -0.0122  -0.0216
Si  3.8251  8.9673  3.5487  0.0011  -0.0127  0.0032
Si  7.7036  8.9672  3.5334  -0.0019  -0.0002  -0.0127
Si  1.9072  12.3626  3.4252  0.0217  -0.0183  -0.0173
Si  5.7389  12.2844  3.5179  -0.0198  -0.0238  0.0159
Si  9.5998  12.3571  3.5781  -0.0062  0.002  -0.0032
Si  11.3703  2.306  6.1146  0.0073  0.0009  -0.023
Si  3.7424  2.2835  5.9369  0.0144  0.0171  0.0254
Si  7.5366  2.3577  6.1  -0.0137  0.0315  -0.0049
Si  1.8863  5.5914  6.1413  0.0181  -0.0196  -0.0483
Si  5.7315  5.7064  5.7614  0.0072  -0.0366  0.0495
Si  9.6865  5.6695  5.8288  0.0205  -0.0092  0.0367
Si  11.5331  9.02  5.9036  0.0035  0.0265  0.0002
Si  3.7641  8.9919  5.9174  0.0117  0.0024  -0.0013
Si  7.6627  8.9642  5.8847  -0.008  -0.0081  0.0136
Si  1.8339  12.4389  5.7351  0.0267  -0.0081  0.05
Si  5.6442  12.2468  5.8664  -0.0036  0.0251  0.0082
Si  9.4893  12.3957  5.9631  -0.0031  -0.0171  -0.0181
Si  1.7646  1.2258  6.7069  0.0301  0.0176  0.043
Si  5.599  1.0382  6.7114  0.0063  -0.0366  0.0318
Si  9.382  1.1904  6.9657  -0.0421  -0.0004  0.052
Si  11.4669  4.5503  6.9318  -0.0603  0.0218  0.0349
Si  3.9614  4.5105  6.7247  0.074  0.0251  0.0524
Si  7.6885  4.7343  6.6116  0.0088  -0.0074  0.0228
Si  1.8419  7.8867  6.7139  -0.004  -0.0079  0.0269
Si  5.7157  7.8865  6.6646  0.0182  0.0324  0.0485
Si  9.6103  7.8863  6.6355  0.0046  -0.0145  0.0299
Si  11.5237  11.3282  6.4734  0.0672  0.0003  0.0383
Si  3.6176  11.2289  6.6651  -0.0498  -0.0077  0.0336
Si  7.5895  11.1752  6.6423  0.0081  0.0313  0.0221
H  1.841  7.989  8.212  -0.0015  -0.0052  0.0036
H  7.5294  11.1293  8.1386  0.0017  -0.011  0.0017
H  9.6324  7.868  8.1343  -0.0008  -0.0057  0.001
O  11.2421  4.677  8.611  -0.0054  -0.028  0.0124
O  9.0786  1.2223  8.6469  0.0033  -0.0276  0.0147
O  3.2601  11.2463  8.299  0.0119  -0.0182  -0.0019
O  5.3809  0.6381  8.3157  0.0188  0.0055  0.0197
O  4.5083  4.4449  8.3045  -0.0506  -0.0094  0.0347
O  0.2673  11.6231  8.0676  -0.0485  -0.0149  0.0178
O  5.7898  7.8217  8.3345  -0.0262  -0.0165  0.0333
O  7.8184  5.3834  8.1479  -0.0303  -0.0105  -0.0044
O  1.8295  1.2718  8.3763  -0.0188  -0.0028  0.0173
H  7.7426  6.5875  22.7075  0.0049  0.0047  0
H  3.9568  -0.1647  22.7685  -0.0033  0.0079  -0.0009
H  3.9688  6.6635  22.763  -0.0015  0.0038  0.0022
O  2.5016  9.6297  22.4318  -0.0275  0.0165  -0.0169
O  0.4876  -0.0875  22.8293  -0.0312  0.0182  -0.0089
O  10.1732  2.8998  22.7878  0.0024  0.0242  0.0216
O  11.6117  6.7979  22.3149  -0.0047  0.0316  -0.0214
O  6.0592  3.2269  22.5877  -0.0143  0.002  -0.0155
O  5.6833  10.106  22.4759  0.0151  -0.003  -0.0134
O  1.2368  3.535  22.6682  -0.0003  -0.0099  0.0106
O  10.102  10.2026  22.4499  -0.0349  -0.0001  -0.0262
O  7.5744  0.059  22.8743  0.0238  0.0014  -0.0035
Si  0.9541  4.4079  14.9197  -0.0139  0.0006  -0.002
Si  6.2277  8.0507  12.5809  0.0038  -0.0025  0.0012
Si  11.4889  7.4399  20.7959  0.0022  0.0089  -0.0016
Si  2.4069  9.3114  20.8172  -0.0173  -0.0104  -0.0068
Si  9.3152  1.2316  17.66  -0.0002  -0.0044  -0.0009
Si  11.3126  4.7558  19.2748  -0.0018  0.0057  0.0009
Si  3.0614  2.4003  14.2198  0.0058  -0.0028  0.0012
Si  4.4705  0.8208  19.4452  0.0024  0.0049  -0.003
Si  8.6907  4.1466  17.6418  0.0022  0.0036  -0.002
Si  8.7421  12.0122  19.2851  -0.0002  -0.0011  0.0123
Si  4.738  7.9391  16.5916  0.0002  0.0014  0.0058
Si  8.7903  0.1617  9.8918  0.0053  -0.0011  -0.0108
Si  4.8297  4.8792  9.8462  -0.0016  -0.0018  -0.0114
Si  -0.1162  3.1238  21.828  0  -0.0076  -0.0155
Si  8.2643  0.3788  21.4608  0.0108  0.0106  0.0101
Si  10.7676  10.1712  11.7872  0.0008  -0.0022  -0.0076
Si  6.2624  2.6177  21.1009  0.0129  0.0035  0.0103
Si  4.4411  9.9591  14.1971  -0.0003  -0.0025  0.0019
Si  4.1447  3.0561  17.1092  0.0014  -0.0039  -0.0041
Si  6.0499  11.6534  18.5624  0.003  -0.0017  -0.0019
Si  10.3026  4.929  12.803  0.0071  0.0006  0.0104
Si  1.09  1.3477  9.829  -0.0042  -0.0038  -0.0052
Si  9.5095  9.7394  20.9897  0.0033  -0.0022  0.0162
Si  6.0446  4.7915  18.7581  -0.0039  -0.0041  0.002
Si  6.3084  9.7158  21.0169  0.0117  -0.0071  0.0021
Si  7.9571  5.1924  9.7508  -0.0019  -0.009  0.0086
Si  5.609  5.9671  14.6475  0.0031  -0.006  -0.0024
Si  10.6844  3.8566  9.9349  0.0022  -0.01  0.0016
Si  7.6876  0.6889  15.0074  0.0036  -0.0023  0.0005
Si  5.0079  12.4167  15.8681  0.0027  -0.0018  -0.0003
Si  9.6976  13.0078  12.799  -0.0059  0.0038  0.0034
Si  2.0163  12.2438  19.5997  -0.0068  -0.0046  -0.0017
Si  4.8988  7.7052  19.4935  0.001  -0.003  -0.0008
Si  5.0034  7.8965  9.7595  0.0066  -0.0006  -0.0056
Si  2.0393  13.2719  16.7582  -0.0028  -0.0025  -0.001
Si  9.0378  7.4679  11.7954  0.0056  0.002  0.0031
Si  3.7916  2.2357  11.2974  -0.0073  0.0026  0.0077
Si  1.0058  13.2864  14.0464  0.0012  -0.0004  0.0002
Si  1.9862  10.7199  12.4671  -0.0016  0.0033  0.0016
Si  11.2287  11.9947  9.4886  -0.0055  -0.0051  -0.0126
Si  5.5873  0.0345  9.8139  0.016  -0.0091  -0.0065
Si  3.0557  5.5914  16.2107  -0.0025  -0.0053  0.0044
Si  11.5003  0.2686  21.3665  -0.0003  0.0076  0.0121
Si  0.5801  2.5753  17.3936  -0.0038  -0.0016  0.0022
Si  3.7428  10.8465  9.805  -0.0031  -0.0024  0.0084
Si  7.9975  3.8077  14.5896  -0.0025  0.0015  -0.0007
O  7.7938  12.5389  20.5155  0.0159  0.0058  -0.016
O  6.2445  0.0458  15.4838  0.0073  -0.0088  -0.0009
O  1.738  12.2037  13.087  -0.0156  -0.0129  0.009
O  6.0023  8.1636  20.5959  -0.0194  0.0136  -0.0187
O  0.4304  13.2702  10.1466  -0.0006  -0.0037  -0.0283
O  5.9253  7.0535  15.8564  -0.0388  0.0012  -0.0109
O  7.5506  5.1566  18.246  0.0063  -0.0195  0.0037
O  4.1256  1.9205  18.2813  0  -0.0119  0.0098
O  11.3607  10.6501  10.3576  -0.0244  0.0196  0.013
O  5.339  11.3894  17.1121  -0.0061  0.0226  -0.0124
O  5.0371  1.5874  20.767  0.0138  0.0005  -0.0225
O  3.1608  13.3718  19.9326  0.0011  -0.0137  -0.0133
O  7.6457  11.4243  18.2318  -0.0044  0.0071  0.0177
O  3.4483  6.9801  16.9462  0.0157  -0.0118  -0.0339
O  4.2718  6.4337  10.0274  0.0266  -0.0068  -0.0141
O  9.8893  11.3909  12.4834  0.0202  0.0131  -0.0139
O  9.8809  0.2164  21.4866  -0.0142  -0.003  -0.0061
O  9.4212  13.3552  18.6748  -0.0223  -0.0199  -0.0093
O  1.8003  12.2336  17.9871  0.0131  0.0235  0.0088
O  6.0496  8.1231  10.9739  -0.0231  -0.0063  0.0049
O  2.5869  10.977  10.9553  0.023  -0.0029  0.0111
O  5.6212  13.206  18.8844  -0.0217  -0.0032  0.0157
O  10.8469  1.7021  17.5928  0.0011  0.0225  -0.0031
O  4.7591  11.5126  14.5389  -0.0048  -0.014  0.0204
O  0.7809  3.689  18.6011  -0.0174  -0.0159  -0.0152
O  5.4726  6.75  13.2178  0.0213  0.0101  0.0203
O  10.0696  4.7699  18.2308  -0.0069  -0.0185  0.0066
O  0.5694  9.8799  12.5968  0.0034  0.0127  0.0058
O  5.6815  9.3987  13.3024  -0.0206  -0.0165  0.0018
O  11.7318  6.3145  19.6115  -0.0127  0.0117  0.0131
O  1.7565  1.437  17.2398  -0.0017  -0.0222  -0.0074
O  3.0636  9.8655  13.3388  0.0118  0.0199  -0.0038
O  1.9555  1.2049  14.1302  0.0026  -0.0012  -0.0097
O  9.9914  6.5108  12.6724  -0.0142  -0.025  -0.0203
O  7.1948  -0.082  10.0896  -0.019  0.0103  -0.0202
O  8.98  4.0758  13.2924  0.0025  0.0155  0.0173
O  7.7059  1.8345  20.9615  -0.0341  -0.01  0.0184
O  4.0778  9.2383  9.7698  0.0064  0.001  -0.0094
O  0.968  8.6227  20.5579  0.0333  0.002  0.0218
O  9.6085  12.2389  9.3693  0.0181  0.012  0.0249
O  5.192  8.4744  18.0602  -0.0073  -0.0267  0.0052
O  9.0248  3.9416  9.9466  0.0012  0.0334  -0.0151
O  7.9083  9.7215  21.1576  0.002  0.0029  -0.0059
O  9.8764  8.8383  11.4801  0.0034  0.0008  0.0108
O  11.0365  4.4412  11.4205  -0.0146  0.0089  0.0199
O  -0.1683  2.4011  9.8569  0.0236  -0.0016  0.0039
O  6.7155  4.8046  14.4882  0.0049  0.0015  -0.0004
O  5.6759  10.6929  19.8457  0.0121  0.0028  0.0032
O  3.4841  8.2343  20.1683  0.0031  0.0143  -0.0029
O  8.7173  0.6601  16.2684  -0.0096  0.0171  0.0025
O  9.382  0.4598  11.4086  -0.0003  -0.0235  0.0213
O  4.0138  2.2676  12.9151  -0.0253  0.003  0.002
O  6.4337  4.8259  10.2585  -0.0045  0.0099  -0.015
O  6.1809  3.8668  20.0795  -0.0035  -0.0037  -0.0185
O  7.8284  7.9191  12.789  -0.0118  -0.0056  -0.0132
O  8.5216  6.5678  10.4921  0.0024  -0.0189  0.0087
O  8.4175  -0.1687  13.8072  0.0118  0.0139  -0.0035
O  0.9766  12.7809  15.6075  0.0176  0.0088  -0.0075
O  3.011  4.253  17.1785  0.0059  0.0076  -0.0235
O  4.0652  3.7638  10.762  0.0062  -0.0179  -0.0043
O  10.0534  8.2377  20.6156  0.005  0.0067  0.0176
O  9.8017  10.8663  19.8082  -0.028  0.013  0.0056
O  11.0867  0.1811  13.4908  -0.0003  -0.025  -0.0034
O  4.2642  9.1124  15.5787  0.0132  -0.0092  -0.0171
O  1.5435  5.7508  15.6419  0.0136  -0.0278  -0.0061
O  11.367  4.858  13.9821  0.0124  -0.0146  -0.0078
O  4.8787  1.1343  10.784  -0.0083  -0.0037  -0.0113
O  8.4628  2.572  18.1215  0.0178  0.0112  -0.0232
O  5.125  6.0917  19.1945  0.0188  0.0056  0.0019
O  2.4923  10.7533  20.0525  -0.0104  -0.0052  0.0119
O  4.0082  2.4374  15.5826  -0.013  0.0084  -0.0029
O  0.2766  1.795  20.9626  -0.0052  -0.002  0.0363
O  3.6  13.1736  16.244  -0.0101  -0.0181  0.0032
O  8.7576  4.1463  16.0033  -0.0177  -0.0119  0.0024
O  5.4951  3.9333  17.4578  -0.0019  0.0021  0.0145
O  2.1678  3.75  14.0631  -0.0065  -0.0022  0.0242
O  0.3803  3.3329  15.9795  0.0247  0.0146  -0.0063
O  0.6021  12.6493  20.3133  0.0333  0.0037  -0.0048
O  7.4833  2.2521  14.5445  0.0183  -0.0005  0.0101
O  4.9653  11.9255  10.098  -0.0147  0.0097  -0.0005
O  2.2536  1.7709  10.9053  0.0224  0.0032  -0.0115
O  4.1536  5.3362  15.0136  0.0026  0.0171  0.018
O  10.9565  4.2186  20.7652  0.0112  -0.0142  -0.0186

Results
free energy: -163086.236 eV
free energy less fixed offsets of H -17.10, O -569.03, Si -635.61 eV per atom: -0.346 eV

The program warned: the cutoff lies below the one the program advises for these potential files; the exchange-correlation potential is rough where the density is thin.
